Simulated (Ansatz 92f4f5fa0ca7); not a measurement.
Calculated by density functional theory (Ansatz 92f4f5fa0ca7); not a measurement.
Periodic cell of 215 atoms, Si131O82As2, from a study of silicon, its oxide and their interface. The atomic structure is a simulated model.
Doubt: the cutoff is far below the 930 eV that the study's wrapper takes by default for these files, so forces and energies are approximate.

Settings
functional: PBE
potential files: Ansatz PAW
basis: plane waves
wave-function cutoff: 580 eV
density cutoff ratio: 5
exchange-correlation grid ratio: 1
k mesh: 1 x 1 x 1, Gamma-centred
self-consistency stop: 5e-08 eV per atom in the density residual
occupations: fixed
spin: none
net charge: 0

Cell vectors (angstrom)
a 10.938 0 0
b 0 10.938 0
c 0 0 31.5432

Atoms and the computed forces on them: element, x, y, z (angstrom), force x, y, z (eV/angstrom)
Si 10.4043 0.5209 24.1749 -0.0531 -0.0136 -0.0963
As 5.9392 10.5863 24.2308 0.0288 -0.0049 -0.0509
Si 2.1183 3.2243 24.0365 0.0223 -0.0232 -0.033
Si 8.7038 2.2577 24.2576 0.0221 -0.0055 0.019
Si 0.4683 5.0618 24.0973 -0.0189 0.0145 -0.0111
Si 5.0754 5.865 24.1949 0.04 0.0577 0.0197
Si 3.4034 7.6234 24.1461 0.0585 -0.0096 -0.003
As 7.8194 8.665 23.7588 -0.084 0.1211 -0.3669
Si 1.2805 1.44 25.3761 -0.023 -0.0042 0.0367
Si 6.9332 1.3965 25.5623 0.0181 0.0057 -0.0184
Si 3.9927 4.0915 25.2922 -0.0241 -0.0072 -0.0217
Si 9.6587 4.089 25.3975 0.0115 0.0057 0.0268
Si 1.477 6.8055 25.3284 0.0103 0.0094 -0.0018
Si 6.8468 6.8156 25.4089 0.0173 0.1376 0.0127
Si 4.1251 9.4975 25.4298 0.0057 0.0143 0.0402
Si 9.4866 9.6063 25.3366 -0.1078 0.0076 0.0374
Si 2.7047 0.0183 26.6553 -0.0289 0.017 -0.0195
Si 8.2201 -0.0539 26.8934 0.0711 -0.0086 -0.0018
Si 0.0101 2.7539 26.8652 0.0155 0.0138 0.0307
Si 5.402 2.7661 26.692 -0.0343 0.0461 -0.0023
Si 2.7445 5.4461 26.8036 0.0084 0.0157 0.0136
Si 8.2155 5.4405 26.7006 -0.0366 -0.0148 0.0047
Si 0.0088 8.2012 26.6109 -0.0327 0.0031 -0.0519
Si 5.5463 8.1985 26.8201 -0.0224 -0.1187 0.0312
Si 4.0845 1.3554 28.0719 0.0044 -0.0002 0.0042
Si 9.5816 1.3684 28.1938 -0.0101 0.0342 -0.0491
Si 1.3778 4.1186 28.1969 0.0139 -0.0134 -0.0536
Si 6.8265 4.0951 28.0732 0.039 -0.0307 0.0507
Si 4.1185 6.8311 28.1348 -0.0472 0.0664 -0.0044
Si 9.5949 6.8327 28.0471 -0.014 -0.0166 0.0104
Si 1.3567 9.5633 28.0406 0.0053 -0.0036 0.0322
Si 6.8372 9.5552 28.2327 0.0052 -0.0105 -0.092
Si 0.0224 -0.0237 29.4922 0.0115 -0.003 0.0003
Si 5.4462 0.0191 29.5025 0.0057 0.0064 0.0051
Si 2.7469 2.7208 29.4984 0.0055 0.0061 -0.0011
Si 8.1774 2.7417 29.4939 -0.029 0.0009 0.0248
Si -0.0111 5.4908 29.4976 -0.0103 0.009 0.009
Si 5.4867 5.4627 29.4866 -0.0045 -0.0002 -0.003
Si 2.7283 8.2118 29.4663 -0.0184 -0.0258 0.0272
Si 8.2399 8.1699 29.4966 0.0183 -0.0087 0.0487
Si 1.3673 1.3673 30.8594 0.1111 -0.1194 0.0596
Si 6.8362 1.3673 30.8594 -0.1568 0.0281 0.0563
Si 4.1018 4.1018 30.8594 0.1463 -0.0694 0.0032
Si 9.5708 4.1018 30.8594 -0.1391 0.085 -0.1141
Si 1.3673 6.8362 30.8594 -0.0191 0.1647 -0.0847
Si 6.8362 6.8362 30.8594 0.1295 -0.1219 0.0656
Si 4.1018 9.5708 30.8594 -0.17 0.0519 -0.0802
Si 9.5708 9.5708 30.8594 0.1092 -0.1347 0.0814
Si 2.7345 0 0.6835 0.0731 -0.1262 0.0668
Si 8.2035 0 0.6835 -0.2405 0.0055 -0.0598
Si 0 2.7345 0.6835 -0.1826 0.1426 -0.033
Si 5.469 2.7345 0.6835 0.0875 -0.1114 0.0436
Si 2.7345 5.469 0.6835 -0.1832 0.1153 -0.0493
Si 8.2035 5.469 0.6835 0.0725 -0.1773 0.1045
Si 0 8.2035 0.6835 0.1646 -0.1078 0.0647
Si 5.469 8.2035 0.6835 -0.0212 0.1666 -0.0464
Si 4.1141 1.3499 2.0523 0.0035 -0.0006 0.0004
Si 9.5368 1.3861 2.0378 -0.0064 0.0204 0.0016
Si 1.3327 4.131 2.0537 -0.0085 0.0125 0.0071
Si 6.8511 4.0741 2.0537 0.0099 -0.0059 -0.0064
Si 4.0774 6.862 2.0369 -0.0114 0.0068 0.0011
Si 9.5918 6.8144 2.0508 0.0028 0.0012 -0.0033
Si 1.376 9.5595 2.0552 0.0054 -0.0076 -0.0091
Si 6.8319 9.572 2.0636 0.0015 0.0054 0.0109
Si -0.0476 -0.0093 3.3391 0.0333 -0.0112 0.0483
Si 5.4643 -0.0116 3.4849 -0.0027 0.0011 -0.0222
Si 2.6977 2.7227 3.3395 0.0074 -0.0058 0.0484
Si 8.1825 2.6985 3.4943 -0.0037 0.0157 -0.0217
Si -0.025 5.4711 3.513 0.0026 -0.0025 -0.0267
Si 5.4548 5.4742 3.3235 0.0087 -0.0177 0.0594
Si 2.7356 8.2066 3.4825 -0.0061 0.0043 -0.0192
Si 8.225 8.1828 3.38 -0.0199 -0.0082 0.0229
Si 1.2915 1.366 4.6724 -0.004 0.0048 -0.0121
Si 6.8365 1.3081 4.9131 -0.0004 0.0016 0.0082
Si 4.0642 4.1186 4.6445 -0.0079 0.0007 -0.0228
Si 9.5281 4.0685 4.8926 0 -0.0087 0.0221
Si 1.3519 6.8744 4.8889 0.0072 -0.004 0.0182
Si 6.835 6.8012 4.6877 -0.0054 -0.001 -0.0157
Si 4.1025 9.5682 4.8904 -0.005 -0.0082 0.0098
Si 9.574 9.5683 4.7451 -0.004 0.0014 -0.0151
Si 2.615 0.043 6.1095 0.0016 -0.0043 -0.0037
Si 8.2266 -0.1289 6.2625 -0.0014 0.0008 0.0004
Si -0.0233 2.6532 6.1903 0.0098 -0.003 -0.0083
Si 5.3749 2.7697 6.0775 0.0045 -0.0001 -0.0129
Si 2.7489 5.4357 6.1322 0.0066 -0.0092 -0.0127
Si 8.0914 5.4392 6.1853 -0.004 0.0018 -0.0075
Si -0.0051 8.3007 6.2339 0.0007 0.006 -0.0069
Si 5.5619 8.1538 6.1513 0.006 0 -0.0013
Si 3.4708 1.9431 7.1812 -0.0183 0.026 -0.0117
Si 10.0197 0.8369 7.4658 -0.0067 0.0067 0.0107
Si 1.7677 3.6622 7.3401 -0.0059 0.0053 -0.0033
Si 6.2027 4.5312 7.3861 -0.0031 -0.0032 0.0059
Si 4.6322 6.3146 7.2549 -0.0019 -0.0023 0.0034
Si 9.1623 7.1932 7.3222 0.0038 -0.0026 0.002
Si 0.8876 10.1612 7.5243 0.0067 0.0012 0.0103
Si 7.4089 8.8923 7.4824 0.0106 -0.0022 -0.0121
O 4.5575 6.6097 8.8817 -0.0028 0.0061 -0.008
O 1.3813 3.9939 8.9258 -0.0025 0.0023 -0.0103
O 9.7562 6.5547 8.7367 -0.0037 0.0024 -0.0098
O 1.2938 10.12 9.1575 0.0028 -0.0002 -0.0177
O 6.0572 4.2285 9.0259 0.0042 -0.011 -0.0023
O 3.6914 1.6307 8.7761 0.0088 0.0023 -0.003
O 7.1377 8.9781 9.131 0.0053 0.0032 0.0031
O 9.6476 1.0988 9.065 0.0009 -0.0001 -0.0169
O 8.1801 2.6297 22.7471 0.0004 0.0012 0.0168
O 10.9123 5.6268 22.6112 0.0182 0.0106 -0.0647
O 5.2803 0.4497 22.7329 0.0334 -0.1091 0.1782
O 5.436 5.4816 22.6208 -0.0059 0.0086 0.0263
O 2.301 2.7636 22.452 -0.0085 -0.0101 -0.0203
O 3.3999 7.9169 22.5116 -0.0093 -0.0007 0.0039
O 8.7316 9.1387 22.1088 0.2748 -0.1556 -0.2224
O -0.1754 11.2825 22.5716 0.0122 0.023 0.0589
Si 2.1597 2.9647 12.8705 -0.0034 -0.0065 0.017
Si 8.6846 1.3278 10.3545 0.0045 0.0059 0.0194
Si 1.0813 4.516 15.3166 0.0012 -0.0018 0.01
Si 7.5402 5.5979 12.1906 0.0003 0.0063 0.0167
Si 2.4643 8.2111 21.2112 -0.0165 -0.0039 -0.0363
Si 5.4176 7.814 12.4574 0.0034 -0.0018 0.0215
Si 9.2906 0.4594 15.5033 -0.0011 -0.0036 0.0097
Si 2.9666 -0.0015 16.6936 -0.001 0.005 -0.0002
Si 10.474 1.1545 12.6013 0.009 -0.0044 0.0304
Si 7.7888 2.8426 21.1946 -0.0096 -0.0183 -0.0427
Si 9.1366 8.7888 14.4652 -0.0034 0.005 0.0167
Si 1.468 4.7765 10.3529 0.0075 -0.0117 0.0167
Si 4.5297 9.4911 19.1599 -0.0032 -0.0042 -0.0391
Si 11.1053 6.138 21.0641 -0.1009 0.1328 -0.0389
Si 6.6405 10.4789 14.8411 0.0174 0.0064 0.0167
Si 5.3821 0.8022 21.1395 0.0224 -0.0161 -0.025
Si 2.3397 9.8144 10.3854 -0.0057 -0.0065 0.0265
Si 0.5301 10.6877 21.2376 -0.0554 -0.0663 -0.0738
Si 5.9278 5.3468 21.0838 0.0095 0.0125 -0.0262
Si 3.6336 7.0918 10.1067 -0.0027 -0.0165 0.0251
Si 9.0565 5.6927 14.8241 0.0057 0.0043 0.0165
Si 3.6587 4.2194 19.081 0.0189 0.006 -0.0081
Si 10.0692 3.6815 19.3162 -0.0078 0.0074 -0.013
Si 4.276 8.7176 15.3425 -0.0026 0.015 0.0097
Si 0.4865 1.9373 17.1507 -0.0006 -0.0044 -0.0033
Si 6.8881 7.5836 19.1645 0.0473 0.0357 0.031
Si 5.2685 3.6708 16.7399 0.002 0.008 0.0129
Si 7.808 5.003 17.504 -0.0079 0.0141 0.0088
Si 6.6637 9.9413 10.359 -0.0115 -0.0022 0.0267
Si 4.3765 1.0615 10.1062 -0.0068 0.0009 0.0157
Si -0.0314 9.0857 11.9106 -0.0081 0.0034 0.0279
Si 9.2998 8.7576 20.6399 -0.1912 0.0129 0.2322
Si 4.5731 1.6992 14.5842 -0.0046 -0.005 0.0108
Si 2.5168 2.1804 20.9443 -0.0321 0.0182 0.015
Si 6.3246 3.3533 10.3748 0.0256 0.0122 0.0135
Si 3.4492 5.9687 16.6926 0.003 0.0007 0.0045
Si 9.8789 6.5369 10.3512 0.0003 -0.0073 0.0235
O 0.1537 2.6495 18.5745 0 0.0107 0.0104
O 2.9561 9.6876 15.6008 0.0073 -0.0047 -0.0018
O 10.9156 4.8182 20.1273 -0.0016 0.016 0.0338
O 7.5834 2.4323 9.9349 0.0017 0.0096 0.0049
O 10.92 5.3394 10.7999 0.0001 0.0019 -0.0105
O 6.5961 6.7584 12.8549 -0.0011 0.0024 -0.0106
O 10.3231 8.0555 10.7917 0.0032 -0.0003 -0.0163
O 7.6843 9.4818 13.9918 -0.0042 -0.0004 -0.0102
O 8.4041 6.2167 10.9578 0.0023 -0.0022 -0.0121
O 5.3798 10.4088 20.2084 -0.0175 0.0385 0.0357
O 2.1678 3.7229 11.4084 0.0018 0.003 -0.0123
O 8.1161 8.6108 19.5024 0.0741 -0.006 0.0434
O 6.3856 6.8117 20.5274 -0.0143 -0.0375 0.0262
O 5.5127 2.7705 15.4001 0.0014 0.003 -0.0041
O 1.4221 0.9904 20.6108 0.0069 -0.002 0.0159
O 6.0569 9.0734 11.609 0.0022 0.0141 -0.0232
O 4.665 5.0525 16.111 0.0023 0.0015 -0.0009
O 6.6207 3.8955 17.6275 -0.0002 0.0006 -0.0045
O 10.5162 10.661 11.8155 -0.0015 -0.0009 -0.0165
O 5.6062 0.5361 13.9932 0.0002 0.0008 -0.0072
O 8.0609 5.0474 15.9099 0.0048 -0.0025 -0.0042
O 9.7426 9.8162 15.591 0.0027 -0.0004 -0.0113
O -0.3716 5.1858 15.0989 -0.0012 0.0017 -0.0044
O 1.6425 6.8355 20.8614 -0.0538 0.0022 0.0343
O 1.5477 0.6712 17.1978 0.0099 0.0071 -0.001
O 6.6979 1.7006 20.7742 -0.0131 0.0126 0.0351
O 1.0254 1.7793 12.82 0.0019 -0.0031 -0.0096
O 3.2309 5.6063 18.2879 0.0031 -0.0004 0.0092
O 9.5382 2.0154 11.5789 -0.0096 0.0018 -0.0246
O 1.0275 3.121 16.1634 0.0006 0.0114 -0.0013
O 8.5905 5.1612 13.3575 -0.0053 0.0005 -0.0087
O 10.2891 8.5745 13.3236 0.0074 0.0018 -0.014
O 1.5182 9.4568 21.6718 -0.0077 0.0253 -0.019
O 10.3503 9.9946 20.2322 0.0826 0.0432 0.0193
O 3.1822 0.2131 10.8767 0.0026 0.0113 -0.0078
O 5.0782 2.3647 10.8333 -0.0157 -0.0134 -0.0098
O 1.7367 4.155 13.8824 -0.0021 0.0018 -0.0022
O 7.9179 10.8854 10.8328 -0.0077 -0.0013 -0.0099
O 9.1483 4.4818 18.2422 0.0155 -0.0081 0.0086
O 5.6613 9.5275 15.7608 0.0001 -0.0011 -0.0018
O 5.5278 -0.0179 9.7298 0.009 0.0012 -0.0296
O 3.5961 2.3116 13.3959 0.0005 0.005 -0.0063
O 2.0131 5.6624 15.9926 -0.0005 -0.0028 -0.0129
O 9.7299 1.0502 14.0421 0.0084 0.0047 -0.0152
O 4.3954 6.9611 11.527 -0.0044 0.0005 -0.0155
O 4.7528 4.6769 20.1913 -0.0129 0.0066 -0.0082
O 9.9913 1.3412 16.6498 0.0078 0.0061 -0.0017
O 6.6567 4.3338 11.6436 -0.0032 -0.0099 -0.0163
O 5.6295 8.4389 18.5586 -0.0075 0.0103 0.0156
O 9.1396 2.7498 20.2888 0.0071 0.0124 0.0043
O 3.6523 1.1726 15.814 0.0065 0.0075 0.0028
O 4.2098 3.1803 17.9128 0.0005 0.002 -0.001
O 10.0103 7.2744 20.6683 0.1259 -0.0923 0.0571
O 3.3366 8.6662 9.8068 0.0038 0.0044 -0.0121
O 3.9436 7.4736 16.3386 0.0023 0.0063 -0.0032
O 7.6567 0.5037 15.7032 -0.0004 0.0011 -0.0046
O 8.9049 7.3027 15.0452 -0.0024 -0.0003 -0.0079
O 4.026 1.6153 20.7917 0.0847 -0.0368 0.0658
O 1.5947 9.1451 11.6969 0.009 0.0028 -0.0198
O 2.3187 6.1534 10.1799 0.0074 0.0084 -0.0029
O 7.3489 6.4622 18.0687 0.0026 -0.0084 -0.011
O 7.2196 4.3568 21.0066 -0.0093 -0.0325 0.008
O 4.5538 8.2907 13.7751 0.0059 -0.0018 -0.0207
O 3.3628 8.6398 19.9285 -0.0001 0.0028 0.0166
O 2.4654 3.4289 19.8743 0.0132 -0.0165 0.0044
O 3.8075 10.4163 18.0088 0.0084 -0.0062 0.007

Results
free energy: -139623.641 eV
free energy less fixed offsets of As -4856.12, O -568.88, Si -635.61 eV per atom: 1.669 eV

The program warned: the cutoff lies below the one the program advises for these potential files; the exchange-correlation potential is rough where the density is thin.
